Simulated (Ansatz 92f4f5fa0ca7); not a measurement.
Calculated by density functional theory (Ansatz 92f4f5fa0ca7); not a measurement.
Periodic cell of 252 atoms, Si144O100N8, from a study of silicon, its oxide and their interface. The atomic structure is a simulated model.
Doubt: the cutoff is far below the 930 eV that the study's wrapper takes by default for these files, so forces and energies are approximate.
This geometry differs little from another in the collection (a relaxation step or a small displacement).

Settings
functional: PBE
potential files: Ansatz PAW
basis: plane waves
wave-function cutoff: 580 eV
density cutoff ratio: 5
exchange-correlation grid ratio: 1
k mesh: 1 x 1 x 1, Gamma-centred
self-consistency stop: 5e-08 eV per atom in the density residual
occupations: fixed
spin: none
net charge: 0

Cell vectors (angstrom)
a, 10.938, 0, 0
b, 0, 10.938, 0
c, -2.638, -4.898, 34.7049

Atoms: element, x, y, z (angstrom)
Si, -1.4103, -5.8153, 27.034
Si, 1.1993, -3.1191, 27.4488
Si, -1.1005, -1.0055, 27.3757
Si, 1.9818, -9.3134, 26.8555
Si, -6.5443, -6.4897, 27.2836
Si, -3.8318, -3.7287, 27.0695
Si, 4.0346, -0.749, 27.4762
Si, -4.2016, -8.5722, 27.3335
Si, 0.0761, -4.8302, 28.5759
Si, 2.7673, -2.0951, 28.8368
Si, 0.153, -10.2285, 28.3588
Si, 2.8336, -7.7114, 28.4842
Si, -5.3778, -4.8453, 28.5002
Si, -2.6753, -2.2261, 28.5742
Si, 5.6495, 0.6026, 28.5371
Si, -2.5537, -7.4329, 28.5099
Si, -1.3038, -3.541, 29.9688
Si, 1.3652, -0.6543, 29.9696
Si, -1.257, -8.9429, 29.831
Si, 1.4573, -6.2903, 29.8624
Si, 4.2025, -3.5466, 29.9552
Si, 6.9454, -0.8023, 29.9188
Si, 4.2059, 1.9063, 29.9173
Si, -4.0086, -6.1963, 29.9185
Si, -2.638, -4.898, 31.2867
Si, 0.0965, -2.1635, 31.2867
Si, -2.638, -10.367, 31.2867
Si, 0.0965, -7.6325, 31.2867
Si, 2.831, -4.898, 31.2867
Si, 5.5655, -2.1635, 31.2867
Si, 2.831, 0.571, 31.2867
Si, 5.5655, -7.6325, 31.2867
Si, 1.3673, -1.3673, 3.418
Si, 4.1018, 1.3673, 3.418
Si, 1.3673, 4.1018, 3.418
Si, 4.1018, -4.1018, 3.418
Si, 6.8362, -1.3673, 3.418
Si, -1.3673, 1.3673, 3.418
Si, 6.8362, 4.1018, 3.418
Si, -1.3673, -4.1018, 3.418
Si, 2.5653, 0.14, 4.7039
Si, 5.5421, 2.649, 4.7241
Si, 2.8593, 5.3387, 4.7468
Si, 5.4097, -2.6529, 4.855
Si, -2.6222, -0.1274, 4.848
Si, -0.0327, 2.7858, 4.739
Si, 8.2497, 5.4512, 4.7947
Si, -0.0643, -2.7102, 4.8922
Si, 1.1387, 1.3445, 6.1352
Si, 4.1834, 3.8635, 6.1633
Si, 1.4255, -4.2163, 5.9555
Si, 3.93, -0.9948, 6.1239
Si, -3.9457, 1.3674, 6.0518
Si, -1.2293, 4.1609, 6.1952
Si, 6.7792, -4.2595, 6.1511
Si, -1.4579, -1.4301, 6.5794
Si, -0.2226, 0.3619, 7.8786
Si, 2.5061, 2.7277, 7.3797
Si, 0.4722, -5.7266, 7.5289
Si, 2.799, -2.8051, 7.1436
Si, 5.5442, 0.2865, 7.5312
Si, -2.511, 2.6417, 7.3979
Si, 5.8697, 4.8462, 7.4612
Si, -3.0668, -3.0396, 7.8775
Si, -1.2708, -6.2653, 32.6539
Si, 1.4637, -3.5308, 32.6539
Si, -1.2708, -11.7343, 32.6539
Si, 1.4637, -8.9998, 32.6539
Si, 4.1982, -6.2653, 32.6539
Si, 6.9327, -3.5308, 32.6539
Si, 4.1982, -0.7963, 32.6539
Si, 6.9327, 1.9382, 32.6539
Si, 0.0965, -4.898, 34.0212
Si, 2.831, -2.1635, 34.0212
Si, 0.0965, -10.367, 34.0212
Si, 2.831, -7.6325, 34.0212
Si, 5.5655, -4.898, 34.0212
Si, -2.638, -2.1635, 34.0212
Si, 5.5655, 0.571, 34.0212
Si, -2.638, -7.6325, 34.0212
Si, 1.3673, 1.3673, 0.6835
Si, 4.1018, 4.1018, 0.6835
Si, 1.3673, -4.1018, 0.6835
Si, 4.1018, -1.3673, 0.6835
Si, 6.8362, 1.3673, 0.6835
Si, -1.3673, 4.1018, 0.6835
Si, 6.8362, -4.1018, 0.6835
Si, 9.5708, -1.3673, 0.6835
Si, 0, 0, 2.0507
Si, 2.7345, 2.7345, 2.0507
Si, 0, -5.469, 2.0507
Si, 2.7345, -2.7345, 2.0507
Si, 5.469, 0, 2.0507
Si, 8.2035, 2.7345, 2.0507
Si, 5.469, 5.469, 2.0507
Si, 8.2035, -2.7345, 2.0507
Si, 7.3803, 8.4182, 16.5175
Si, 1.1951, 7.2006, 9.6579
Si, 3.7235, 4.9555, 14.1051
Si, 8.1718, 0.6741, 25.2209
Si, 12.2625, -0.6192, 22.2017
Si, -0.5272, -2.6412, 23.0892
Si, -0.4213, -6.6412, 21.3807
Si, 5.2359, -2.4515, 8.4746
Si, -0.559, 5.0572, 10.475
Si, 5.1496, 2.4563, 13.2325
Si, -2.8677, -0.657, 18.7572
Si, -4.7514, 1.4943, 10.4289
Si, 0.2778, 2.5741, 11.9099
Si, 0.3133, -0.986, 10.5681
Si, 12.7066, 0.4325, 19.5216
Si, 0.017, 5.6028, 24.2537
Si, -9.2373, -5.7849, 19.4075
Si, 5.9084, 6.2738, 9.9781
Si, -3.3454, -8.47, 14.9384
Si, 2.0548, -1.4922, 13.0317
Si, 3.4096, 6.9657, 11.7699
Si, 7.1463, 10.4029, 14.3912
Si, 3.8544, 7.1032, 18.7876
Si, -0.6839, 1.1451, 17.587
Si, 8.9219, -2.9899, 20.4291
Si, 2.9571, 1.4876, 23.8484
Si, 6.437, -4.4654, 20.1358
Si, -1.858, 1.0036, 10.1995
Si, -9.5517, 4.9127, 16.2316
Si, 7.3552, -1.0212, 11.4633
Si, 3.1022, -12.12, 17.3469
Si, -0.2594, 2.5706, 14.9451
Si, -1.5449, -3.2631, 10.4879
Si, 4.7249, -4.2043, 16.0227
Si, 8.251, 3.5047, 17.6855
Si, 4.146, -1.2404, 10.9919
Si, 2.1998, 1.0404, 9.951
Si, 2.8259, -4.7401, 25.1973
Si, 9.5132, 0.1556, 22.8927
Si, 8.5317, 6.3746, 18.0285
Si, 2.1727, 2.9124, 21.2742
Si, 4.2347, -0.0567, 14.7026
Si, 5.5453, -11.0232, 23.5725
Si, -3.9553, 0.8516, 21.131
Si, 7.6559, 4.1378, 9.7063
Si, 5.0214, 8.2956, 25.0268
Si, 1.856, -3.0638, 15.5362
Si, -3.5139, -7.2, 20.5622
N, 3.2455, 8.6651, 12.0454
O, -2.7691, -2.4236, 11.1761
O, 4.9193, 6.6902, 11.1971
O, 1.6704, -5.3608, 24.2118
O, -2.6599, -4.8099, 26.632
O, -1.2179, -0.4796, 10.4839
O, 3.8627, 8.6402, 18.2616
O, 4.2976, -3.4523, 7.5598
O, -2.0856, -11.3765, 26.1829
O, -4.9306, 7.6866, 16.1058
O, 6.614, 2.9854, 13.7446
O, 2.946, 0.3084, 26.8691
O, 2.0935, 1.9607, 25.1971
N, 0.3201, 5.7966, 9.165
N, -1.5602, 1.4772, 8.5086
O, 4.5201, 1.5204, 14.416
O, 9.3073, 1.1675, 24.1565
N, -4.4251, 7.6119, 9.0938
O, -0.521, 7.1579, 24.2431
O, -0.5176, -5.9979, 22.8734
O, 9.1238, 2.7556, 14.5051
O, 2.6538, 4.2078, 20.3789
O, -6.6448, 6.1657, 17.5014
O, 2.6691, -6.4094, 15.2807
O, -4.1831, -19.4191, 21.2956
O, 4.1579, 3.7385, 13.121
O, 7.1127, -1.6513, 17.8837
O, -1.8904, -3.5643, 8.8958
O, 3.3247, 0.1535, 10.7674
O, 2.4248, 0.1079, 23.1395
O, 2.9033, 2.7072, 22.7335
O, 5.4277, 1.1208, 8.9937
O, 7.169, -5.5022, 10.5531
O, -3.5621, -3.3426, 20.8658
O, -1.1261, 1.9258, 11.3518
O, 0.0759, -2.0561, 26.8218
O, -1.5, 6.9676, 19.2331
O, 6.9299, 0.0216, 24.4147
O, -1.3105, -4.6745, 11.29
O, 5.5564, -0.8752, 14.2067
O, 0.5077, 2.3075, 13.518
O, 8.5837, -3.5825, 16.7461
O, 5.7114, -1.2111, 11.4413
O, 0.9957, -2.07, 22.8716
O, 2.3833, -4.3023, 19.3143
O, 0.9712, -0.7213, 12.0608
O, 11.3213, 0.8673, 18.7812
O, -4.5029, -3.2574, 25.6171
O, 1.0702, 6.5195, 16.0073
O, 9.0015, -7.0296, 20.9458
O, 1.6612, -0.798, 20.61
O, 2.0228, -14.699, 26.201
O, -3.0355, -1.6413, 15.2804
O, 4.0062, -3.8281, 24.5292
O, 7.3501, 0.8774, 15.1575
O, 0.2017, -6.9765, 15.6577
O, 9.4971, 2.5197, 17.9619
O, -3.6079, -7.7545, 16.3809
O, -2.5279, -10.4637, 21.779
O, 4.8935, 6.948, 20.0344
N, 0.9591, 0.0124, 9.2655
O, 7.8502, -0.5682, 12.9463
O, 4.4722, -1.7414, 26.2597
O, 1.3221, -2.5317, 14.0752
O, 3.4723, -3.3303, 15.4222
O, 5.1494, -5.6841, 8.9228
O, 5.5448, -7.5694, 26.7685
O, 0.5537, 2.9981, 21.5102
O, 4.1455, -1.8409, 9.4834
O, -4.3647, -5.868, 20.9648
O, 1.5397, 3.9839, 7.7751
O, 2.8598, -0.3764, 13.8994
O, 2.4814, 1.6346, 20.3329
O, 2.889, 1.9656, 8.7966
O, 7.0377, 2.8723, 10.478
O, 0.2415, 4.1826, 11.5903
N, 0.0887, -2.6603, 10.4226
O, -4.7448, -1.2466, 7.836
O, 3.5783, -5.9731, 25.947
O, 9.0166, 4.9316, 17.5292
O, 8.9649, -1.4653, 19.8679
O, 9.4168, -1.3939, 23.4521
O, 9.1099, -0.0143, 17.6762
O, -3.9433, -4.6578, 18.6012
O, 5.014, -5.3934, 14.9386
O, 2.7559, 0.036, 18.3277
O, 0.2687, 5.2218, 20.2055
O, 4.512, 1.0483, 24.1836
O, 4.0654, -11.3894, 16.2616
O, -1.0244, -3.2554, 21.6684
O, -0.5921, -6.0903, 25.5928
O, 5.1214, -1.6546, 23.7362
O, 7.2601, 3.4786, 18.9636
O, 3.1013, 6.083, 13.0977
O, 0.0234, -10.5752, 22.2274
O, 1.8411, 8.1327, 8.4907
N, 7.2587, 3.8812, 8.0496
O, 1.5658, 2.005, 11.1015
O, -1.6585, 4.1001, 9.7424
O, 7.0851, 0.3832, 19.5613
O, 1.7585, 9.0782, 16.6575
O, -5.6826, 1.6784, 11.7838
O, 5.7768, 0.1416, 21.9664
O, 1.5603, 4.6105, 17.8468
O, 2.3373, -4.3839, 10.6256
O, -0.081, -9.6009, 16.0538
O, -3.3137, -8.9759, 26.0114
N, -3.446, 0.4029, 10.512

Results
free energy: -151495.406 eV
free energy less fixed offsets of N -385.13, O -568.88, Si -635.61 eV per atom: 1.474 eV

Forces (eV/angstrom), in the order of the atoms: element, x, y, z
Si, -0.008, -0.0024, -0.0111
Si, -0.0098, 0.0049, -0.0075
Si, 0.0052, -0.0126, -0.0077
Si, -0.0095, 0.0085, 0.0014
Si, 0.007, -0.0167, -0.0194
Si, -0.0014, 0.0048, -0.0123
Si, -0.0035, 0.0086, -0.0004
Si, -0.0061, 0.0187, -0.0124
Si, 0.0004, 0.0026, 0.0041
Si, 0.001, 0.0021, -0.0021
Si, 0.0084, -0.0003, 0.0108
Si, 0.0007, -0.0136, 0.0091
Si, 0.0055, 0.0003, 0.0004
Si, 0.0032, -0.0042, 0.003
Si, -0.0104, -0.0091, 0.0003
Si, -0.0027, 0.0022, 0.0014
Si, 0.0037, 0.0045, -0.0076
Si, -0.0086, -0.0018, -0.0046
Si, -0.0014, -0.0022, -0.0031
Si, -0.0011, -0.0004, -0.0019
Si, -0.0042, 0.0006, -0.0041
Si, 0.0017, 0.002, -0.0075
Si, 0.0036, 0.0107, -0.0045
Si, 0.0003, -0.008, -0.0033
Si, -0.1757, 0.0305, 0.5816
Si, -0.3629, 0.3288, 0.1227
Si, 0.3221, 0.1361, -0.4095
Si, -0.0044, -0.0018, -0.2625
Si, -0.0213, -0.4497, -0.1215
Si, 0.033, 0.0577, 0.0755
Si, -0.024, 0.252, 0.4119
Si, 0.0166, 0.0845, -0.2116
Si, -0.6146, -0.2837, 0.0974
Si, -0.2118, 0.122, -0.4726
Si, 0.4063, -0.2873, -0.3775
Si, 0.2509, 0.1743, 0.1919
Si, 0.1884, -0.2627, 0.383
Si, -0.1121, -0.2235, 0.1086
Si, 0.2815, 0.0332, -0.092
Si, 0.0097, 0.277, 0.2269
Si, -0.0058, -0.0013, 0.0062
Si, -0.0064, 0.0072, 0.0001
Si, -0.0014, 0.0036, -0.0075
Si, -0.0122, 0.0058, -0.0116
Si, -0.009, 0.0124, -0.0055
Si, -0.0016, 0.0019, -0.0019
Si, 0.0041, 0.0091, 0.0003
Si, -0.0046, 0.0023, 0.0037
Si, -0.0083, -0.0158, -0.0197
Si, 0.0013, -0.0062, -0.0073
Si, -0.0032, -0.0054, -0.0132
Si, 0.0133, -0.0077, -0.0081
Si, 0.0059, -0.0169, -0.0105
Si, -0.0043, 0.0036, -0.0114
Si, 0.0064, -0.0072, -0.0057
Si, 0.0137, -0.0059, 0.0044
Si, -0.0127, 0.0038, -0.0024
Si, 0.0139, 0.004, 0.0194
Si, 0.0047, -0.0035, 0.0159
Si, 0.0002, 0.0052, 0.0108
Si, -0.0157, 0.0033, -0.0077
Si, -0.0043, -0.005, 0.014
Si, 0.0009, -0.0056, 0.0098
Si, 0.0124, -0.0137, 0.0307
Si, -0.036, -0.0305, -0.0307
Si, 0.0384, 0.0424, -0.0646
Si, 0.0483, -0.0586, 0.0504
Si, 0.1398, 0.0763, 0.0097
Si, -0.054, -0.0199, 0.0146
Si, 0.0843, 0.0323, 0.0467
Si, -0.0408, -0.0827, -0.0388
Si, 0.0331, 0.0437, -0.0509
Si, -0.0934, 0.0088, -0.0274
Si, 0.0619, 0.0283, -0.0022
Si, 0.0358, 0.0241, -0.0389
Si, -0.0572, -0.0414, -0.0081
Si, -0.0288, -0.0033, -0.0282
Si, -0.0543, 0.0639, 0.0099
Si, -0.0405, 0.0148, -0.0214
Si, 0.05, 0.0027, 0.0008
Si, 0.0925, -0.0187, 0.0045
Si, -0.112, -0.0189, 0.0229
Si, -0.0205, -0.0261, -0.0101
Si, 0.1345, -0.0097, 0.0317
Si, -0.0217, 0.0464, 0.011
Si, 0.0397, -0.0698, 0.0518
Si, 0.0293, -0.0139, -0.0102
Si, -0.0348, 0.0413, 0.0255
Si, -0.0013, -0.0225, -0.0596
Si, 0.0532, 0.0907, -0.1288
Si, 0.1349, 0.1554, 0.0635
Si, -0.12, -0.1143, 0.068
Si, -0.111, -0.0318, 0.0684
Si, -0.1372, -0.0732, -0.0141
Si, 0.1652, 0.1367, 0.0065
Si, -0.095, -0.0985, 0.0051
Si, -0.0002, -0.001, -0.0032
Si, 0.0005, 0.0015, -0.0043
Si, -0.0011, -0.0013, -0.0018
Si, 0.0021, 0.0025, 0.0036
Si, 0.0011, 0.0056, 0.0052
Si, -0.0002, -0.0004, 0.004
Si, 0.0008, -0.002, -0.0014
Si, 0.0047, 0.0051, 0.0019
Si, 0.0009, -0.0043, -0.0014
Si, 0.0007, 0.0001, -0.0015
Si, -0.0005, 0.0012, -0.0017
Si, -0.0068, -0.0018, -0.0094
Si, 0.0019, 0.0027, -0.0042
Si, 0.0022, -0.0023, -0.0005
Si, -0.0018, -0.0004, -0.0014
Si, -0.0025, 0.0012, 0.0041
Si, -0.0003, -0.0015, -0.0024
Si, 0.0077, 0, 0.0041
Si, -0.0033, -0.0024, -0.0003
Si, 0.0018, -0.0031, -0.0024
Si, -0.0015, 0.0005, -0.0009
Si, 0.0025, 0.0003, -0.0022
Si, -0.0015, -0.0022, 0.0004
Si, 0.0009, 0.0009, -0.0002
Si, -0.0007, -0.0011, 0.0003
Si, -0.0029, -0.0019, 0.0085
Si, 0.001, -0.0015, -0.0008
Si, 0.0011, 0.0017, -0.0107
Si, 0.0012, -0.0008, -0.0008
Si, 0.0035, 0.0025, 0.0013
Si, 0, -0.0007, -0.0018
Si, 0, -0.0014, 0.0005
Si, 0.001, -0.0015, -0.0005
Si, -0.0007, -0.0013, -0.0007
Si, -0.0022, -0.0002, -0.0007
Si, -0.0036, 0.0001, -0.0014
Si, 0.0003, 0.0031, -0.0105
Si, -0.0021, -0.0002, 0.0071
Si, 0.001, -0.0004, 0.0034
Si, -0.0023, -0.002, 0.0016
Si, -0.0005, -0.0013, 0.003
Si, -0.0005, -0.0002, -0.0017
Si, -0.0054, 0, 0.0039
Si, -0.0021, -0.0017, 0.0032
Si, -0.0109, -0.001, 0.001
Si, 0.0018, 0.0085, 0.0123
Si, -0.0015, -0.001, -0.0027
Si, -0.0018, -0.0012, 0.0003
N, -0.0004, 0.0022, 0.0006
O, -0.0008, 0.0015, -0.0004
O, 0.0024, -0.0011, -0.0024
O, 0.0043, 0.0008, -0.0051
O, -0.0006, 0.0006, 0.004
O, -0.0074, 0.0035, 0.0012
O, -0.0002, 0.0006, 0.0005
O, -0.0059, 0.0031, -0.0019
O, 0.0012, -0.0001, -0.0018
O, -0.0008, -0.0007, -0.0013
O, 0.0012, -0.0014, 0.0023
O, 0.0109, -0.0093, 0.0032
O, 0.0045, -0.0008, -0.0213
N, 0.0054, 0.0018, -0.0048
N, 0.0033, -0.0038, -0.0014
O, -0.0008, -0.0023, -0.0006
O, -0.0016, -0.0016, -0.0071
N, -0.0036, -0.0048, -0.0026
O, 0.0005, -0.0008, -0.004
O, -0.0006, -0.0006, -0.0029
O, -0.0027, -0.0013, -0.0015
O, -0.0014, -0.0006, 0.0009
O, 0.001, -0.0003, -0.0001
O, -0.0008, -0.0006, -0.0005
O, 0.0005, -0.0022, -0.0027
O, 0.0001, -0.001, -0.0004
O, -0.0025, -0.0016, -0.0003
O, -0.0208, 0.0189, -0.0211
O, 0.0031, -0.0008, 0.0023
O, -0.005, -0.0029, -0.0095
O, -0.0013, 0.0008, -0.0091
O, 0.0059, 0.0086, 0.0243
O, 0.003, -0.0107, -0.0067
O, -0.0007, -0.0016, -0.0013
O, -0.0041, -0.0019, 0.0005
O, -0.003, 0.0015, 0.008
O, 0.0022, 0.0004, 0.0005
O, 0.0012, -0.0001, -0.0045
O, -0.002, 0.0012, -0.002
O, 0.0008, -0.001, -0.0007
O, 0.0004, -0.0015, -0.0022
O, 0.0004, 0.0012, -0.0055
O, -0.0002, -0.001, 0.0015
O, 0.0008, -0.0009, -0.0027
O, 0.0009, 0.0007, -0.0006
O, -0.0018, 0.0009, -0.0011
O, -0.0011, -0.0012, -0.0022
O, 0.0011, -0.0042, -0.0018
O, -0.0005, -0.0001, -0.0009
O, 0.002, 0, -0.0012
O, -0.0009, 0.0015, -0.0002
O, 0.001, 0.0003, -0.003
O, -0.0022, 0.0032, -0.0042
O, -0.003, -0.0027, -0.0068
O, -0.0004, 0.0015, -0.0021
O, -0.0004, 0.0014, 0.0009
O, 0.0024, -0.0041, 0
O, -0.0003, -0.002, -0.004
O, -0.0016, -0.0004, -0.002
O, -0.0007, 0, -0.0001
N, 0.0054, -0.004, 0.0062
O, -0.005, -0.0021, -0.0042
O, 0.0019, -0.0052, -0.0083
O, -0.0006, 0.0006, 0.0005
O, 0, 0.0001, -0.001
O, 0.0012, -0.001, -0.0009
O, 0.0006, 0.0018, 0.0092
O, 0.0038, 0.0002, -0.0013
O, 0.0011, -0.0022, -0.0005
O, -0.0015, 0.0025, -0.002
O, -0.0084, 0.0085, -0.003
O, 0.0003, 0.001, 0.0011
O, -0.0012, 0.0004, 0.0002
O, -0.0021, 0.0025, -0.0033
O, 0.007, 0.0141, -0.0054
O, -0.0006, -0.0028, 0.0015
N, 0.0013, 0.0044, -0.0011
O, 0.0064, 0.0012, -0.0022
O, 0.0029, -0.0007, 0.0016
O, 0.0021, -0.0035, -0.0014
O, 0.0007, 0.0011, 0.0007
O, -0.0002, 0.0005, -0.0046
O, 0.0003, -0.0005, -0.0009
O, -0.0009, -0.0014, -0.0012
O, -0.0001, 0.0003, -0.0001
O, -0.0003, -0.0007, -0.0005
O, 0, -0.0002, -0.0002
O, 0.0047, -0.0024, -0.007
O, -0.0001, -0.0002, 0.0004
O, 0, -0.002, -0.0031
O, -0.0033, -0.0016, 0.0015
O, 0.0006, 0.0003, -0.0057
O, -0.0005, -0.001, -0.0028
O, -0.0002, -0.0012, -0.0007
O, 0.0037, -0.0045, -0.0033
O, -0.0004, -0.0042, 0.0004
N, -0.0011, 0.003, 0.0044
O, 0.0006, 0.0013, 0.0034
O, -0.0033, -0.0006, 0.0021
O, 0.0002, -0.0006, -0.0013
O, -0.0012, -0.0008, -0.0003
O, 0.0005, 0.0006, 0.0008
O, 0.002, -0.0007, -0.0024
O, -0.0014, -0.0003, -0.0008
O, -0.0018, -0.0013, -0.0011
O, -0.0002, 0.0004, -0.001
O, -0.0019, -0.0029, 0.0015
N, 0.0088, -0.0067, 0.0043

The program warned: the cutoff lies below the one the program advises for these potential files; the exchange-correlation potential is rough where the density is thin.
